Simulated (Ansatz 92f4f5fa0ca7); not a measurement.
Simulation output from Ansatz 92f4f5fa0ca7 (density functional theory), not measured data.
Periodic cell of 221 atoms, Si132O88H1, from a study of silicon, its oxide and their interface. The atomic structure is a simulated model.
Doubt: the cutoff is far below the 930 eV that the study's wrapper takes by default for these files, so forces and energies are approximate.
This geometry differs little from another in the collection (a relaxation step or a small displacement).

Settings: functional PBE; potential files Ansatz PAW; basis plane waves; wave-function cutoff 580 eV; density cutoff ratio 5; exchange-correlation grid ratio 1; k mesh 1 x 1 x 1, Gamma-centred; self-consistency stop 5e-08 eV per atom in the density residual; occupations fixed; spin none; net charge +1 e, with a uniform compensating background and no finite-size correction.

Cell vectors (angstrom)
a, 10.938, 0, 0
b, 0, 10.938, 0
c, 0, 0, 32.5413

Atoms: element, x, y, z (angstrom)
Si, -0.269, 0.2949, 25.1504
Si, 5.6615, -0.2924, 25.1375
Si, 2.3528, 2.9976, 25.0666
Si, 8.4605, 2.5114, 25.1153
Si, 0.1254, 5.2325, 24.9345
Si, 5.2125, 5.7926, 25.0824
Si, 2.9774, 8.0003, 25.0289
Si, 7.8828, 8.4384, 25.0787
Si, 1.2967, 1.4334, 26.4684
Si, 6.8183, 1.3622, 26.3709
Si, 4.0381, 4.1359, 26.3157
Si, 9.5753, 4.1163, 26.4044
Si, 1.3241, 6.83, 26.2708
Si, 6.775, 6.8841, 26.4489
Si, 4.0805, 9.5332, 26.4473
Si, 9.5145, 9.5825, 26.3735
Si, 2.7129, 0.0222, 27.7516
Si, 8.1804, 0.0134, 27.7715
Si, -0.0358, 2.7818, 27.8243
Si, 5.4355, 2.7603, 27.7078
Si, 2.6957, 5.496, 27.7273
Si, 8.185, 5.4876, 27.7443
Si, -0.0111, 8.2062, 27.7042
Si, 5.4441, 8.2208, 27.8305
Si, 4.1018, 1.3673, 29.1231
Si, 9.5708, 1.3673, 29.1231
Si, 1.3673, 4.1018, 29.1231
Si, 6.8362, 4.1018, 29.1231
Si, 4.1018, 6.8362, 29.1231
Si, 9.5708, 6.8362, 29.1231
Si, 1.3673, 9.5708, 29.1231
Si, 6.8362, 9.5708, 29.1231
Si, 0, 0, 30.4903
Si, 5.469, 0, 30.4903
Si, 2.7345, 2.7345, 30.4903
Si, 8.2035, 2.7345, 30.4903
Si, 0, 5.469, 30.4903
Si, 5.469, 5.469, 30.4903
Si, 2.7345, 8.2035, 30.4903
Si, 8.2035, 8.2035, 30.4903
Si, 1.3673, 1.3673, 31.8576
Si, 6.8362, 1.3673, 31.8576
Si, 4.1018, 4.1018, 31.8576
Si, 9.5708, 4.1018, 31.8576
Si, 1.3673, 6.8362, 31.8576
Si, 6.8362, 6.8362, 31.8576
Si, 4.1018, 9.5708, 31.8576
Si, 9.5708, 9.5708, 31.8576
Si, 2.7345, 0, 0.6835
Si, 8.2035, 0, 0.6835
Si, 0, 2.7345, 0.6835
Si, 5.469, 2.7345, 0.6835
Si, 2.7345, 5.469, 0.6835
Si, 8.2035, 5.469, 0.6835
Si, 0, 8.2035, 0.6835
Si, 5.469, 8.2035, 0.6835
Si, 4.1018, 1.3673, 2.0507
Si, 9.5708, 1.3673, 2.0507
Si, 1.3673, 4.1018, 2.0507
Si, 6.8362, 4.1018, 2.0507
Si, 4.1018, 6.8362, 2.0507
Si, 9.5708, 6.8362, 2.0507
Si, 1.3673, 9.5708, 2.0507
Si, 6.8362, 9.5708, 2.0507
Si, 0, 0, 3.418
Si, 5.469, 0, 3.418
Si, 2.7345, 2.7345, 3.418
Si, 8.2035, 2.7345, 3.418
Si, 0, 5.469, 3.418
Si, 5.469, 5.469, 3.418
Si, 2.7345, 8.2035, 3.418
Si, 8.2035, 8.2035, 3.418
Si, 1.4319, 1.3028, 4.7796
Si, 6.8564, 1.3741, 4.8625
Si, 4.1826, 4.0311, 4.7846
Si, 9.5751, 4.0772, 4.7733
Si, 1.4106, 6.7948, 4.7515
Si, 6.7761, 6.8723, 4.7312
Si, 4.1214, 9.5636, 4.8334
Si, 9.5591, 9.6128, 4.7475
Si, 2.8174, -0.0136, 6.2708
Si, 8.2604, 0.0276, 6.2403
Si, 0.0385, 2.6781, 6.0821
Si, 5.5635, 2.7676, 6.32
Si, 2.7789, 5.3908, 6.0797
Si, 8.1451, 5.496, 6.0088
Si, 0.0538, 8.2372, 5.9998
Si, 5.4687, 8.1898, 6.2207
Si, 3.9258, 1.6419, 7.6208
Si, 9.9897, 1.0994, 7.5194
Si, 1.6173, 3.7971, 7.373
Si, 6.7078, 4.493, 7.5813
Si, 4.3023, 6.5137, 7.4543
Si, 9.3488, 7.094, 7.1585
Si, 1.1932, 9.6654, 7.4648
Si, 7.1551, 9.2944, 7.4842
O, 1.2646, 4.1088, 24.477
O, 6.7886, 9.5727, 24.5702
O, 2.7267, 2.7237, 7.9334
O, 8.3072, 8.1702, 7.866
O, 5.4751, 5.5091, 8.0379
O, 0.0785, -0.1387, 7.8959
O, 4.0984, 6.8864, 24.5247
O, 9.5572, 1.3871, 24.5844
O, 1.6246, 8.8914, 8.8724
O, 0.9018, 4.2983, 8.7625
O, 9.7843, 1.7905, 9.0313
O, 6.6155, 9.8518, 8.9574
O, 4.4708, 1.253, 9.142
O, 3.406, 6.9568, 8.7556
O, 7.5516, 4.192, 8.9986
O, 10.0335, 6.2556, 8.3743
O, 2.8978, 2.1491, 23.7578
O, 4.835, 0.2577, 23.8216
O, 7.9121, 3.2986, 23.7696
O, 10.2938, 5.7759, 23.5463
O, 8.4217, 7.6836, 23.7134
O, 2.4246, 8.7524, 23.6557
O, 6.0472, 5.2601, 23.7571
O, 0.5274, 10.6373, 23.8443
Si, 3.1717, 9.2597, 11.9006
Si, 8.2162, 4.7854, 10.364
Si, 7.0516, 4.7464, 17.4916
Si, 4.2851, 1.604, 23.1136
Si, 12.356, 3.3132, 19.2462
Si, 7.9823, -2.9688, 14.5069
Si, 1.0784, 9.3766, 22.9913
Si, 4.0277, 12.9156, 20.1077
Si, -2.3629, 2.9616, 12.6402
Si, -3.9373, 14.2046, 20.153
Si, 1.0607, -4.5828, 18.5311
Si, 0.8387, 11.1659, 12.4436
Si, 10.287, 9.7856, 14.8563
Si, -6.0354, 3.1355, 16.0435
Si, 7.16, 10.2598, 10.4358
Si, 0.6377, 17.6664, 15.4931
Si, -1.4067, 4.1898, 15.4242
Si, 0.0026, 5.4571, 9.4268
Si, 4.9897, 7.4575, 13.4576
Si, 6.5551, 3.8737, 23.0883
Si, 7.4331, 7.6714, 17.3828
Si, 9.8023, 1.0783, 10.5019
Si, 2.1561, 11.6272, 18.1904
Si, 9.7586, 1.8765, 19.7626
Si, 4.6062, 0.8071, 10.6902
Si, 2.9983, 2.2183, 12.9985
Si, 2.2002, 7.569, 9.6337
Si, 5.8693, 9.6564, 15.6164
Si, 3.1452, 5.0393, 14.4106
Si, 9.6891, 7.142, 22.8562
Si, 11.267, 10.2324, 20.2438
Si, 7.2999, -3.6044, 11.7346
Si, -1.4085, 7.5773, 19.7925
Si, 3.5848, 0.5577, 15.7436
Si, 9.5934, 12.362, 16.5671
Si, 7.0458, 1.5183, 14.7644
O, 4.3053, 9.9891, 15.76
O, 10.1984, -0.0662, 16.1086
O, 8.6474, -0.059, 10.4583
O, 0.1283, 8.2888, 15.0336
O, 4.3481, -4.77, 14.1759
O, 2.8114, 14.0532, 20.1154
O, 1.8397, 6.0165, 14.5898
O, -1.7804, 14.8399, 13.8525
O, -2.9012, 1.5478, 16.0504
O, -1.0804, 4.7848, 10.4533
O, 10.4442, -4.4592, 19.0061
O, 8.2918, 7.3774, 15.9796
O, -3.1866, 1.7278, 13.3307
O, 3.4224, 12.1695, 14.2699
O, 1.3495, 9.9112, 21.4687
O, 8.1644, 7.1073, 13.1605
O, 8.2628, 2.2262, 20.3237
O, 10.2783, 8.9967, 19.9159
O, 4.047, 1.2458, 21.5495
O, -3.6749, 8.9093, 11.3844
O, 6.8347, 4.1434, 21.5068
O, 8.2558, 7.8821, 18.7556
O, 12.1602, 10.5189, 18.9073
O, 6.5437, 6.3182, 17.5074
O, -2.7238, 4.4997, 16.3662
O, 9.6518, 2.1992, 11.6869
O, 10.7298, 10.7328, 13.6173
O, 5.9216, 2.7195, 14.8188
O, 6.4522, 10.9251, 14.8233
O, -0.5284, 16.5125, 15.4527
O, -2.2134, -1.5464, 14.4426
O, 4.0154, 1.9198, 11.7516
O, -7.3651, 11.7659, 19.0138
O, 2.8285, 7.9244, 11.0912
O, 5.778, 6.9111, 12.175
O, 2.0016, -3.7065, 19.5307
O, 6.1995, 8.2806, 14.519
O, 9.1803, 6.986, 21.2806
O, 1.4801, 12.6579, 12.6859
O, -0.0597, 8.2324, 22.9014
O, 6.545, 9.0367, 16.97
O, -3.4361, 4.3007, 18.9781
O, 2.2685, 0.2147, 16.6193
O, -0.0503, 3.0756, 19.9647
O, 1.4554, 4.7812, 18.5686
O, 3.8485, 10.3117, 10.8891
O, 5.39, 2.7708, 23.2774
O, 3.663, 4.1458, 15.6814
O, 5.5469, 13.4933, 19.8
O, -3.256, 3.9189, 11.6567
O, 4.0923, 8.751, 13.1709
O, 6.1654, 0.4679, 11.0581
O, 9.5903, 1.4714, 18.178
O, -0.6494, 13.7552, 15.9742
O, 4.4105, 1.6833, 16.6046
O, 1.4812, 13.107, 18.0747
O, 5.7252, -7.0538, 17.189
O, 1.0314, 6.5263, 10.0918
O, 1.2185, 6.9142, 16.9968
O, 1.9161, 9.9662, 12.6026
O, 7.7802, 6.3653, 10.5609
O, 11.1552, 0.2515, 10.9417
O, 10.32, 11.52, 20.5763
O, 2.9761, 3.857, 13.2649
H, 2.7113, -3.1656, 19.1535

Results
free energy: -133981.914 eV
free energy less fixed offsets of H -15.97, O -568.88, Si -635.61 eV per atom: -3.984 eV

Forces (eV/angstrom), in the order of the atoms: element, x, y, z
Si, 0.0266, -0.057, 0.0649
Si, -0.0325, 0.0609, 0.0231
Si, 0.0625, -0.0405, 0.0676
Si, -0.0366, 0.0162, 0.0029
Si, -0.0203, 0.0428, 0.004
Si, 0.0306, -0.0653, 0.0642
Si, -0.0496, 0.0272, 0.0143
Si, 0.0789, -0.04, 0.0683
Si, 0.0074, -0.0054, -0.0191
Si, -0.0154, 0.0153, 0.0025
Si, 0.0062, -0.0124, -0.0165
Si, -0.0239, 0.0211, -0.0008
Si, -0.0254, 0.0228, 0.0081
Si, 0.0153, -0.0141, -0.0176
Si, -0.0238, 0.018, 0.0007
Si, 0.0141, -0.0103, -0.0245
Si, -0.0019, 0.0047, -0.0028
Si, 0.0101, -0.0029, 0.0213
Si, 0.0139, -0.0164, 0.0086
Si, -0.0073, 0.0051, -0.006
Si, 0.0109, -0.0123, 0.015
Si, -0.002, 0.0023, -0.0014
Si, -0.0003, -0.0024, -0.0093
Si, 0.0039, -0.0081, 0.008
Si, 0.0209, 0.1125, -0.1719
Si, -0.194, -0.0019, 0.2786
Si, 0.1024, 0.2906, 0.2562
Si, -0.1247, -0.0139, -0.2401
Si, -0.3109, -0.1695, 0.2099
Si, 0.0526, 0.0608, -0.2105
Si, -0.1159, -0.0614, -0.2279
Si, 0.0196, 0.1711, 0.3778
Si, -0.0311, -0.0186, -0.021
Si, 0.0836, -0.0165, 0.0082
Si, 0.0199, 0.0392, -0.0212
Si, -0.0154, -0.1194, 0.007
Si, 0.0763, -0.0005, -0.003
Si, -0.068, -0.0446, -0.0137
Si, 0.0219, -0.0726, 0.0017
Si, 0.0176, 0.0338, -0.0216
Si, -0.0008, 0.0006, -0.0192
Si, -0.0307, 0.0692, -0.0047
Si, 0.0197, -0.0253, 0.0016
Si, 0.0138, 0.0673, -0.0371
Si, -0.09, 0.0097, -0.0204
Si, 0.013, 0.0241, -0.0244
Si, -0.0481, 0.0228, -0.028
Si, -0.0089, -0.0109, -0.007
Si, 0.0487, -0.042, 0.0265
Si, -0.004, -0.0057, 0.0088
Si, -0.0235, -0.0268, 0.0123
Si, 0.021, -0.0369, 0.0302
Si, 0, 0.0494, 0.0019
Si, 0.0047, -0.0471, 0.0237
Si, 0.0634, -0.0151, 0.0207
Si, -0.0038, -0.0075, 0.0174
Si, -0.0649, 0.0662, -0.0058
Si, 0.0617, 0.0342, 0.0099
Si, -0.0247, 0.0288, 0.0211
Si, -0.0063, 0.0643, 0.0129
Si, -0.0265, -0.055, -0.0151
Si, -0.0129, 0.0256, 0.0239
Si, -0.0908, 0.0084, 0.011
Si, 0.083, 0.0139, -0.0044
Si, 0.1783, 0.0748, -0.2984
Si, 0.1083, 0.0745, 0.4577
Si, 0.3162, -0.2816, -0.0157
Si, -0.1048, -0.1781, 0.0968
Si, -0.0059, -0.1537, -0.0827
Si, -0.1811, -0.12, -0.3373
Si, 0.2396, 0.0794, 0.0582
Si, -0.1192, 0.1766, -0.1964
Si, -0.0218, -0.0128, 0.002
Si, 0.0102, 0.003, 0.0012
Si, -0.056, 0.0278, -0.0195
Si, -0.0131, 0.0186, -0.0067
Si, -0.0156, 0.0057, -0.0002
Si, 0.0109, 0.0197, -0.0306
Si, -0.0085, 0.0014, -0.0121
Si, 0.0333, 0.0191, 0.0193
Si, 0.0103, -0.0194, 0.005
Si, -0.0139, -0.0152, -0.0004
Si, -0.0025, -0.033, 0.0465
Si, 0.0325, -0.0509, 0.012
Si, 0.0207, 0.021, 0.0267
Si, 0.0294, -0.0414, 0.0143
Si, 0.0088, -0.0054, -0.0169
Si, -0.0054, 0.0125, 0.071
Si, 0.0059, -0.0124, -0.0225
Si, 0.0064, 0.0529, -0.0911
Si, -0.0499, 0.0669, -0.124
Si, 0.0252, -0.0172, -0.021
Si, -0.1285, 0.1129, -0.3604
Si, 0.064, -0.0163, 0.0379
Si, -0.0279, 0.0023, -0.0601
Si, -0.0598, 0.0435, -0.0815
O, -0.0215, 0.0207, -0.0361
O, -0.015, -0.0021, -0.0425
O, 0.0588, -0.0431, 0.0393
O, 0.0035, -0.0235, 0.0318
O, 0.1552, -0.1138, 0.0562
O, 0.029, -0.0203, 0.07
O, -0.0097, 0.0232, -0.0381
O, -0.0135, 0.0236, -0.0389
O, -0.0187, 0.0159, -0.0276
O, -0.0435, 0.0233, 0.0918
O, -0.0133, -0.0518, 0.0989
O, 0.0191, 0.0006, 0.0345
O, -0.0011, -0.0108, 0.0417
O, 0.0789, -0.0381, 0.1832
O, 0.0004, -0.0134, 0.0121
O, -0.0046, 0.0099, -0.0222
O, -0.0048, -0.0054, -0.0211
O, 0.004, -0.0156, -0.0068
O, 0.0095, -0.0012, 0.0047
O, 0.0004, -0.0072, 0.0004
O, -0.0183, 0.0003, -0.0201
O, 0.0119, -0.0009, -0.0039
O, 0.0004, 0.0153, -0.0236
O, 0.0028, 0.0154, -0.0114
Si, 0.0193, 0.0548, 0.0114
Si, 0.0017, 0.0364, 0.0247
Si, -0.0176, 0.055, -0.0311
Si, 0.0074, 0.0266, -0.0352
Si, -0.0008, 0.0196, 0.0004
Si, 0.0125, 0.0589, 0.0582
Si, -0.0214, -0.0213, -0.0493
Si, -0.0211, -0.0101, -0.0046
Si, -0.0041, -0.0133, 0.0177
Si, 0.0266, 0.002, -0.0045
Si, 0.0148, -0.0092, 0.0166
Si, -0.0412, 0.0235, 0.0854
Si, -0.0667, -0.0238, -0.0041
Si, -0.0023, -0.0103, -0.0036
Si, 0.2098, -0.0063, 0.1472
Si, -0.0158, 0.0054, -0.0156
Si, 0.0053, 0.0243, 0.0309
Si, 0.0038, 0.0166, -0.0312
Si, -0.0557, -0.219, 0.0548
Si, -0.0109, -0.0328, -0.0332
Si, -0.0262, 0.0556, -0.1112
Si, -0.0514, -0.1319, -0.0268
Si, 0.0102, 0.007, -0.0087
Si, 0.003, 0.0003, -0.0036
Si, 0.0176, -0.0614, 0.0249
Si, -0.0313, 0.0164, 0.0063
Si, -0.1614, 0.0008, 0.0308
Si, 0.0143, -0.1096, -0.0358
Si, 0.0802, 0.0711, -0.0195
Si, 0.0222, 0.0061, -0.0461
Si, -0.0126, -0.0099, -0.0027
Si, -0.1097, 0.1172, 0.0819
Si, 0.0044, -0.0095, -0.0234
Si, 0.0658, -0.0302, 0.0245
Si, -0.0069, -0.0201, -0.0239
Si, -0.0264, -0.0504, 0.0435
O, -0.0524, 0.0665, 0.0046
O, 0.0039, 0.0283, 0.0009
O, -0.1592, -0.02, 0.0445
O, 0.0141, -0.0061, -0.0017
O, 0.0044, 0.0748, -0.0537
O, 0.017, -0.0011, -0.002
O, -0.0113, -0.0025, 0.0054
O, -0.0021, -0.0137, -0.0098
O, 0.0113, 0.0048, -0.0189
O, -0.0002, -0.0135, 0.0011
O, -0.0134, 0.0069, 0.0121
O, -0.0176, -0.0117, 0.0459
O, 0.0169, 0.0173, -0.0218
O, -0.0132, 0.0042, -0.0073
O, 0.0083, 0.0032, 0.0209
O, 0.0118, -0.0378, -0.0903
O, -0.0177, 0.0074, -0.0033
O, -0.0057, 0.0156, 0.0053
O, 0.0041, -0.0007, 0.0226
O, -0.0176, 0.1301, -0.133
O, -0.0089, -0.0027, 0.0214
O, 0.0323, -0.0029, 0.0372
O, -0.0115, -0.0218, 0.0051
O, 0.0028, -0.0475, 0.0226
O, 0.0026, -0.0201, 0.0009
O, 0.0072, -0.0243, -0.0116
O, 0.1198, 0.0353, -0.1181
O, 0.0013, 0.0067, 0.007
O, 0.0192, 0.1015, -0.0176
O, 0.0015, -0.0088, -0.002
O, 0.1021, 0.0283, 0.0081
O, 0.0222, -0.052, -0.022
O, 0.0132, 0.0139, 0.0081
O, -0.0002, 0.0038, 0.0782
O, 0.1182, -0.004, -0.0309
O, 0.0865, 0.0366, -0.0406
O, 0.0103, -0.0154, 0.0835
O, 0.0006, -0.0083, 0.0279
O, -0.0196, -0.0806, 0.0103
O, 0.0066, 0.003, 0.0165
O, 0.0345, -0.042, 0.0572
O, -0.0006, -0.0234, 0.0206
O, -0.0266, -0.0006, 0.0033
O, -0.0099, -0.0054, -0.004
O, -0.0044, -0.0151, -0.022
O, 0.0798, 0.0844, -0.0158
O, 0.0099, 0.0067, -0.0027
O, -0.0073, -0.0204, 0.0032
O, 0.0002, 0.0039, -0.0019
O, 0.0048, 0.0131, -0.0144
O, -0.0615, 0.0787, -0.019
O, 0.0189, -0.0751, -0.0486
O, 0.0043, 0.0034, 0.0262
O, 0.003, 0.0031, -0.0092
O, -0.0128, -0.0163, -0.0275
O, 0.0059, -0.004, -0.0028
O, 0.0154, 0.0024, 0.0082
O, -0.0114, -0.0024, -0.0321
O, -0.0041, -0.0102, 0.0016
O, 0.0006, 0.0384, 0.0172
O, 0.0033, -0.0431, -0.0146
O, -0.098, 0.0754, -0.0194
O, -0.0021, -0.0072, 0.0007
O, 0.0034, -0.0293, 0.0138
H, -0.058, -0.0484, 0.0645

The program warned: the cutoff lies below the one the program advises for these potential files; the forces do not sum to zero within the program's tolerance; the exchange-correlation potential is rough where the density is thin.
